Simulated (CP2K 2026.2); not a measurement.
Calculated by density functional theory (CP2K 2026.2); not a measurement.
Periodic cell of 1043 atoms, Si736O307, from a study of silicon, its oxide and their interface. The atomic structure is a simulated model.
Doubt: the forces sum to 1.86 eV/angstrom along one axis rather than to zero, so they err by at least 0.0018 eV/angstrom per atom on average; the grid cutoff is modest.

Settings
functional: PBE
method: Gaussian and plane waves
basis set: DZVP-MOLOPT-SR-GTH
pseudopotentials: GTH-PBE
grid cutoff: 350 Ry, relative cutoff 50 Ry
k points: Gamma only
occupations: fixed
spin: none
net charge: 0

Cell vectors (angstrom)
a, 30.7742, 0, 0
b, 0, 15.3871, 0
c, 4.6754, -3.2477, 39.2489

Atoms and the computed forces on them: element, x, y, z (angstrom), force x, y, z (eV/angstrom)
Si, 32.3831, 12.4903, 31.2494, -0.2548, -0.216, 0.591
Si, 31.9193, 0.0873, 30.5117, -0.0081, -0.0246, 0.0615
Si, 33.8459, 4.8953, 31.3291, 0.0331, 0.0542, 0.2174
Si, 30.856, 8.0556, 30.0171, -0.0391, -0.0775, 0.3035
Si, 4.705, 12.534, 31.0671, 0.2521, -0.1227, 0.6379
Si, 5.5023, 0.1495, 30.9353, 0.0335, 0.1833, 0.6356
Si, 4.0894, 7.534, 30.5284, 0.1107, 0.1327, 0.1718
Si, 6.7065, 6.4216, 29.3426, 0.1904, 0.1053, 0.1087
Si, 10.4652, 9.6202, 29.5302, 0.0778, -0.0431, 0.1038
Si, 8.2906, 0.9424, 30.3427, 0.0163, -0.1183, 0.199
Si, 8.596, 4.9783, 31.1102, -0.2386, -0.2699, 0.5799
Si, 8.5117, 7.927, 31.1373, -0.3996, 0.152, 0.4859
Si, 12.883, 12.0069, 33.3414, 0.4356, 0.0999, 0.5018
Si, 11.0795, -0.2327, 30.4088, 0.0349, 0.1159, 0.1851
Si, 11.3563, 4.6763, 30.4991, 0.0336, 0.1281, 0.0783
Si, 12.9813, 8.1718, 33.3784, 0.3335, 0.0683, 0.645
Si, 5.6591, 12.1537, 33.1531, 0.044, -0.0013, 0.0905
Si, 5.5467, 0.6173, 33.2434, 0.0232, -0.0092, 0.0573
Si, 5.3404, 4.4606, 33.4061, 0.3326, 0.0293, 0.5853
Si, 5.325, 8.3413, 33.2584, 0.2339, -0.0949, 0.593
Si, 8.1493, 12.1159, 33.2562, -0.3476, 0.1318, 0.4705
Si, 7.9327, 0.7863, 33.3756, -0.2748, -0.3077, 0.5677
Si, 7.7893, 4.4434, 33.2673, -0.0307, 0.005, -0.0114
Si, 7.7215, 8.3206, 33.287, -0.0733, -0.021, 0.0526
Si, 10.5871, 12.119, 31.1714, -0.057, -0.1365, 0.2983
Si, 12.4904, 0.5329, 33.1285, -0.1662, -0.0458, 0.757
Si, 12.5936, 4.4322, 33.3427, -0.0735, -0.0316, 0.7637
Si, 12.4674, 7.5885, 30.3316, 0.0172, -0.0325, 0.2616
Si, 15.3647, 12.0821, 33.1785, -0.0494, 0.0172, 0.0538
Si, 15.6314, 0.5022, 33.1366, 0.5672, -0.0872, 0.0751
Si, 15.6995, 4.4744, 33.1336, 0.5295, 0.0167, 0.1579
Si, 15.4002, 8.216, 33.3176, -0.2627, 0.052, 0.727
Si, 4.9364, -1.3374, 34.4287, -0.0195, -0.0274, -0.056
Si, 4.8218, 2.4796, 34.5388, -0.0218, 0.0061, -0.055
Si, 4.7882, 6.4257, 34.5693, 0.0021, 0.0139, -0.0934
Si, 4.8484, 10.2963, 34.4443, -0.0059, 0.0102, -0.078
Si, 8.5271, -1.2672, 34.4578, -0.0002, -0.0034, -0.1027
Si, 8.4088, 2.6302, 34.6688, 0.0113, 0.0691, -0.0482
Si, 8.3467, 6.3839, 34.5128, 0.0406, 0.0101, 0.0115
Si, 8.4333, 10.1889, 34.5544, 0.0587, 0.0091, -0.0463
Si, 12.3825, -1.3868, 34.5018, -0.0204, -0.0181, -0.0744
Si, 12.2946, 2.4429, 34.5109, -0.0611, -0.0178, -0.0855
Si, 12.3948, 6.3299, 34.6785, -0.0429, 0.0216, -0.0655
Si, 12.4508, 10.1043, 34.6114, 0.0005, -0.0186, -0.0615
Si, 16.04, -1.4105, 34.461, 0.0226, -0.0058, -0.0339
Si, 16.1516, 2.479, 34.3411, 0.0201, -0.0054, 0.013
Si, 16.1188, 6.3298, 34.5242, -0.0216, 0.038, -0.0215
Si, 16.0762, 10.1841, 34.419, 0.0194, -0.0249, -0.0736
Si, 33.6307, -1.3297, 35.6648, -0.0276, 0.0019, 0.013
Si, 33.5757, 2.4537, 35.7797, 0.003, 0.018, 0.0193
Si, 33.545, 6.3809, 35.7742, 0.0177, -0.0286, 0.053
Si, 33.5842, 10.217, 35.6822, -0.0141, -0.0038, 0.0235
Si, 6.694, -1.3135, 35.9613, -0.0131, 0.0133, -0.0148
Si, 6.5749, 2.5382, 36.0875, -0.0091, -0.022, -0.0049
Si, 6.595, 6.3924, 36.0538, 0.0122, 0.0307, -0.0205
Si, 6.6053, 10.2344, 36.0069, -0.0101, -0.033, -0.022
Si, 10.4434, -1.3463, 35.8102, -0.0176, -0.0096, 0.0727
Si, 10.407, 2.5418, 35.8809, 0.0224, -0.0381, 0.0624
Si, 10.35, 6.372, 35.8194, 0.0023, -0.0317, 0.0363
Si, 10.4304, 10.1545, 35.8156, -0.001, 0.0341, 0.0422
Si, 14.2456, -1.3494, 35.9468, 0.0351, -0.0068, 0.004
Si, 14.2758, 2.4573, 35.8271, 0.0243, 0.0182, 0.0337
Si, 14.3064, 6.2935, 36.0257, 0.0275, 0.0143, 0.0151
Si, 14.3249, 10.1498, 35.9995, 0.0379, -0.0351, 0.0009
Si, 33.5602, 12.136, 37.0803, -0.0125, 0.0004, -0.0282
Si, 33.5929, 0.5364, 37.1444, -0.0006, 0.0159, -0.0083
Si, 33.549, 4.4212, 37.1304, 0.0018, 0.0063, -0.0019
Si, 33.5703, 8.3113, 37.1304, 0.0189, -0.0178, -0.0297
Si, 6.6364, 12.1601, 37.3131, 0.0127, 0.0004, -0.0096
Si, 6.6416, 0.5773, 37.338, 0.0104, 0.0003, 0.0149
Si, 6.5754, 4.4681, 37.3773, -0.0181, 0.0053, 0.0185
Si, 6.6055, 8.3183, 37.3485, 0.0151, -0.0046, 0.0161
Si, 10.4325, 12.1031, 37.171, -0.0025, 0.0157, -0.0236
Si, 10.4382, 0.5779, 37.1972, -0.0033, 0.0087, -0.0346
Si, 10.4257, 4.4643, 37.2218, -0.0256, 0.0044, -0.011
Si, 10.4199, 8.2655, 37.2181, 0.0058, -0.0045, -0.027
Si, 14.2891, 12.1066, 37.2746, -0.0289, -0.0083, -0.0014
Si, 14.296, 0.5842, 37.2411, -0.0072, 0.0023, -0.0081
Si, 14.299, 4.3357, 37.2632, -0.0261, 0.0186, -0.0127
Si, 14.3229, 8.2343, 37.319, -0.0051, -0.0154, 0.0635
Si, 4.6536, 12.1343, 38.5587, -0.0356, 0.0111, 0.0196
Si, 4.6744, 0.5615, 38.6019, -0.0155, 0.0032, 0.0332
Si, 4.6158, 4.4402, 38.6242, -0.0092, -0.0057, 0.0158
Si, 4.6434, 8.2933, 38.6072, -0.008, -0.0032, 0.0202
Si, 8.5704, 12.1174, 38.62, 0.0215, 0.0014, 0.0289
Si, 8.5762, 0.5751, 38.6382, 0.0047, -0.0136, 0.0226
Si, 8.5444, 4.4341, 38.6407, 0.0303, 0.0069, 0.037
Si, 8.5493, 8.2905, 38.6427, 0.0214, -0.0061, 0.0428
Si, 12.3412, 12.1077, 38.5738, -0.0122, -0.0189, 0.0317
Si, 12.3582, 0.5885, 38.57, -0.014, 0.0066, 0.0187
Si, 12.3551, 4.4157, 38.5845, -0.0087, 0.0089, 0.0302
Si, 12.3504, 8.2578, 38.5891, 0.0009, 0.0015, 0.03
Si, 16.2965, 12.1013, 38.4837, 0.042, -0.0125, 0.0043
Si, 16.284, 0.5695, 38.4825, 0.0437, -0.0143, 0.0197
Si, 16.2963, 4.3844, 38.4879, 0.039, 0.005, 0.0141
Si, 16.3193, 8.2503, 38.5207, 0.0201, 0.0034, 0.013
Si, 30.8041, 1.9, 11.6146, -0.0379, -0.0091, -0.0147
Si, 30.7847, 5.7386, 11.5787, -0.0107, 0.0014, -0.0181
Si, 30.7678, 9.5771, 11.6112, 0.0018, -0.0179, -0.015
Si, 30.7794, 13.4135, 11.5794, -0.0376, 0.0181, -0.0156
Si, 3.9448, 1.9085, 11.614, 0.0172, -0.0213, -0.0149
Si, 3.9173, 5.743, 11.5493, 0.0087, -0.013, -0.0318
Si, 3.9069, 9.6222, 11.5936, 0.0086, 0.0166, -0.0008
Si, 3.9109, 13.4413, 11.5931, 0.0083, 0.0378, -0.0203
Si, 7.6834, 1.89, 11.5459, -0.0389, -0.0181, -0.0065
Si, 7.6866, 5.7426, 11.5059, 0.0027, 0.0015, -0.0111
Si, 7.6386, 9.6252, 11.5014, -0.0104, 0.0005, -0.0075
Si, 7.6999, 13.4423, 11.554, -0.0178, 0.006, -0.0231
Si, 11.6215, 1.8925, 11.5201, 0.0411, 0.0014, -0.029
Si, 11.6026, 5.7236, 11.5042, -0.0025, -0.0088, -0.0224
Si, 11.5854, 9.6121, 11.4422, 0.0023, -0.0182, -0.0111
Si, 11.5947, 13.4627, 11.5589, 0.0297, 0.0157, -0.0081
Si, 28.8883, 1.865, 13.0123, 0.0274, 0.0087, -0.0058
Si, 28.8798, 5.6916, 12.9765, 0.0035, 0.0065, 0.0351
Si, 28.8523, 9.609, 13.0096, -0.0074, -0.0168, 0.0226
Si, 28.888, 13.4436, 12.9988, 0.0036, 0.0092, -0.0182
Si, 1.9979, 1.943, 12.921, 0.0265, -0.0098, 0.0124
Si, 1.981, 5.7839, 12.8633, 0.0066, 0.0203, -0.0239
Si, 1.9603, 9.6004, 12.9155, -0.0114, -0.0135, -0.005
Si, 1.9504, 13.382, 12.8908, 0.0165, -0.0104, 0.0095
Si, 5.846, 1.8841, 13.0618, -0.0287, 0.004, 0.0193
Si, 5.8163, 5.7172, 12.9481, 0.0195, 0.0061, 0.0046
Si, 5.804, 9.6323, 13.0161, 0.0111, -0.018, 0.0505
Si, 5.824, 13.4885, 12.9976, 0.0047, 0.01, 0.0095
Si, 9.6546, 1.8667, 12.787, 0.0235, 0.0395, -0.0004
Si, 9.6384, 5.761, 12.788, -0.0015, -0.0048, -0.0691
Si, 9.6202, 9.6484, 12.7102, 0.0472, -0.0138, -0.039
Si, 9.6381, 13.4318, 12.8746, -0.0165, -0.0287, 0.0081
Si, 28.941, -0.0446, 14.4147, -0.004, -0.0036, -0.041
Si, 28.918, 3.7748, 14.3961, -0.0422, 0.0331, 0.0008
Si, 28.8159, 7.6292, 14.3063, 0.0271, 0.026, -0.0298
Si, 28.8768, 11.5583, 14.3992, -0.0185, -0.0352, 0.0025
Si, 2.0066, -0.0535, 14.155, -0.0132, 0.0215, 0.0105
Si, 2.009, 3.9186, 14.2459, -0.0034, -0.0412, 0.0012
Si, 2.0197, 7.6762, 14.2494, 0.0338, -0.017, 0.0107
Si, 1.9099, 11.4855, 14.3124, -0.0269, 0.0402, -0.0128
Si, 5.8902, -0.0408, 14.4949, 0.0305, -0.0028, -0.014
Si, 5.8735, 3.8413, 14.4082, 0.0066, -0.0356, 0.0026
Si, 5.8003, 7.6312, 14.3096, -0.0008, 0.0353, -0.0054
Si, 5.8063, 11.605, 14.3947, 0.0102, 0.0044, 0.0404
Si, 9.6527, -0.0124, 14.1867, -0.049, -0.0489, 0.0352
Si, 9.6777, 3.8054, 14.0664, -0.0006, 0.0115, -0.0048
Si, 9.5831, 7.7555, 14.0218, -0.0115, -0.0333, -0.0364
Si, 9.6405, 11.4659, 14.1688, -0.0265, 0.023, 0.0421
Si, 31.0004, -0.0021, 15.6581, -0.0442, -0.0033, 0.0069
Si, 30.9235, 3.8472, 15.6811, 0.0003, -0.0137, -0.0075
Si, 30.8339, 7.7124, 15.5135, -0.0163, 0.0216, 0.0195
Si, 30.8158, 11.5899, 15.7951, 0.004, 0.0263, 0.0119
Si, 3.8136, -0.1069, 15.6555, 0.0033, -0.0198, 0.0505
Si, 3.8781, 3.882, 15.7012, 0.028, -0.0109, 0.0557
Si, 3.8985, 7.6438, 15.7194, -0.0287, -0.0041, -0.0187
Si, 3.8026, 11.533, 15.709, 0.0008, 0.0121, -0.0147
Si, 7.933, 0.0155, 15.8254, -0.0503, 0.0106, 0.0862
Si, 7.9285, 3.8383, 15.6254, -0.0283, 0.063, 0.104
Si, 7.793, 7.6908, 15.5372, -0.0123, -0.0495, 0.0785
Si, 7.8197, 11.5908, 15.6637, -0.0022, 0.0126, 0.0192
Si, 11.516, 0.0364, 15.5969, -0.0081, 0.0304, 0.0614
Si, 11.5443, 3.7867, 15.4732, 0.0031, -0.0172, 0.052
Si, 11.4652, 7.7792, 15.3569, 0.003, -0.0332, 0.0093
Si, 11.5531, 11.4908, 15.5375, -0.0081, 0.0462, 0.0169
Si, 31.661, 1.9421, 16.8692, 0.0659, 0.0083, -0.0364
Si, 30.8066, 5.8499, 16.9118, -0.0652, 0.0105, 0.014
Si, 30.7755, 9.5486, 16.9927, -0.0391, 0.0349, 0.0378
Si, 31.4442, 13.539, 17.0842, 0.0134, -0.0421, -0.0297
Si, 3.3114, 1.8775, 16.7803, -0.3503, 0.0349, -0.5815
Si, 3.7989, 5.7571, 17.1864, 0.0081, 0.0438, 0.0569
Si, 3.8213, 9.5999, 17.0569, 0.0058, -0.0017, 0.0872
Si, 3.2473, 13.4024, 17.058, -0.3577, 0.0804, -0.479
Si, 8.5024, 2.016, 17.0434, 0.0359, -0.0051, 0.0093
Si, 8.6994, 5.8161, 16.6707, 0.0473, -0.0657, -0.7658
Si, 7.5857, 9.592, 16.9073, -0.0508, 0.0193, -0.033
Si, 8.7255, 13.4439, 16.9559, 0.1065, -0.0162, -0.1457
Si, 10.9506, 1.9749, 16.8725, -0.0652, 0.0329, -0.062
Si, 11.0919, 5.8089, 16.5105, -0.2241, 0.0165, -0.4102
Si, 11.4014, 9.5751, 16.8913, -0.0366, 0.0158, 0.0414
Si, 11.1221, 13.4253, 16.7986, -0.2529, 0.0004, -0.4972
Si, 27.9597, 1.2335, 18.616, -0.2797, 0.0394, -0.5368
Si, 28.8902, 6.3584, 18.1228, -0.1264, 0.3403, -0.6531
Si, 28.9087, 8.7828, 18.2025, -0.0448, -0.1535, -0.5889
Si, 30.0875, -0.9905, 18.8912, 0.2665, -0.1771, -0.4443
Si, 30.8026, 1.8413, 19.0201, 0.2638, 0.0499, -0.6055
Si, 32.5771, 6.1948, 18.3962, 0.0358, -0.0846, -0.7776
Si, 32.6672, 9.3247, 18.3615, -0.0341, 0.066, -0.7347
Si, 32.8168, 11.0628, 21.0611, -0.0326, -0.1074, -0.131
Si, 5.0317, 1.1479, 19.3351, 0.1025, 0.005, -0.0565
Si, 5.156, 6.2334, 19.0645, -0.2857, -0.2117, -0.6142
Si, 5.7275, 9.2903, 18.3924, -0.0456, 0.3662, -0.6732
Si, 5.4534, 13.5804, 19.312, -0.1121, 0.0078, -0.1675
Si, 7.8206, 2.3624, 19.3179, 0.09, 0.0191, -0.7105
Si, 7.9738, 5.3681, 19.6835, 0.0784, 0.0438, 0.0286
Si, 9.4217, 9.7354, 18.2536, 0.1002, -0.0701, -0.6752
Si, 8.3424, 12.6011, 19.09, 0.2887, 0.2271, -0.5564
Si, 28.9993, -0.5602, 23.0153, 0.0018, 0.0026, -0.0473
Si, 32.1607, -0.8261, 25.8503, -0.0658, 0.0815, 0.187
Si, 31.6357, 0.9528, 23.3719, -0.0838, 0.086, -0.0539
Si, 33.6086, 9.7415, 25.3045, 0.0448, 0.0196, 0.027
Si, 29.9826, 12.44, 21.4097, -0.0254, 0.0827, -0.2562
Si, 3.2438, 0.6139, 21.9232, 0.0414, 0.0696, -0.1585
Si, 5.1709, 4.6522, 23.9838, -0.0837, -0.0387, 0.0959
Si, 7.2778, 2.5136, 23.8673, 0.1217, -0.025, 0.0072
Si, 6.1745, 9.3918, 21.3347, -0.0617, -0.0159, -0.1879
Si, 11.6359, 2.639, 21.2816, 0.0703, 0.0485, -0.1421
Si, 9.0871, 1.223, 21.7087, -0.0094, -0.0176, -0.068
Si, 5.3432, 11.0464, 23.8712, -0.0302, -0.164, -0.0592
Si, 31.8667, 4.213, 20.8149, -0.0748, 0.0551, -0.1598
Si, 3.6106, 1.1981, 28.9787, 0.019, 0.0854, 0.0678
Si, 29.1385, 5.5403, 21.1892, 0.1488, -0.048, -0.1816
Si, 34.0107, 4.0678, 28.3167, 0.0038, -0.0845, 0.1068
Si, 9.5634, 13.5668, 21.8999, -0.0394, -0.0964, -0.1736
Si, 18.3191, 3.8358, 25.3683, -0.1001, 0.0074, -0.0454
Si, 11.5765, 7.8544, 22.1105, 0.0961, 0.1403, -0.1668
Si, 7.6327, 11.3455, 26.0828, -0.1202, -0.097, -0.0068
Si, 16.0812, 2.5224, 29.3209, 0.0056, -0.0823, 0.1791
Si, 5.5897, 11.6323, 28.2557, -0.0012, 0.0378, 0.0977
Si, 19.6191, 4.6095, 27.816, -0.0498, -0.0085, 0.0621
Si, 8.848, -1.6744, 24.6808, -0.0884, -0.028, -0.0601
Si, 16.4563, 10.1953, 28.915, 0.0508, 0.0184, 0.2406
Si, 7.7565, 2.363, 27.7885, -0.035, 0.0271, 0.0438
Si, 12.3662, 4.6995, 25.8303, -0.0545, -0.1079, -0.1195
Si, 3.5144, 9.5292, 28.1636, 0.0187, -0.1018, 0.1126
Si, 11.2667, 0.1131, 25.242, 0.0039, 0.0802, 0.089
Si, 5.9437, 4.8929, 27.0139, 0.0767, 0.0114, -0.0121
Si, 8.9595, 8.0404, 20.7665, -0.0381, -0.1782, -0.1218
Si, 33.4881, 3.123, 23.2093, -0.071, 0.0009, 0.0398
Si, 16.7468, 9.9718, 20.3555, -0.052, -0.1657, -0.7041
Si, 13.6216, 9.946, 21.0027, 0.0576, -0.1079, -0.1091
Si, 12.7743, 0.2569, 27.8642, 0.0036, -0.0133, 0.0782
Si, 9.9119, 9.5276, 26.5623, 0.1238, 0.021, 0.0089
Si, 12.3103, 12.1504, 22.7046, -0.0985, -0.0549, -0.0154
Si, 4.247, -1.1709, 26.9658, 0.0662, 0.0791, 0.0257
Si, 6.6906, 0.3446, 25.7951, -0.0149, -0.0068, 0.1041
Si, 11.7747, 7.6755, 25.1709, 0.0114, 0.1166, -0.0006
Si, 4.1763, 13.1501, 22.0177, -0.0433, -0.1042, -0.1102
Si, 32.7906, 8.5398, 22.7474, 0.0559, 0.1045, -0.039
Si, 9.7855, 2.8873, 25.6566, -0.0115, 0.0193, 0.0087
Si, 12.4114, 10.5302, 25.3618, 0.1027, -0.0233, -0.0412
Si, 4.3593, 6.8431, 21.8691, 0.0345, -0.0461, -0.1644
Si, 13.1793, 3.2725, 28.4325, 0.0348, 0.0106, 0.123
Si, 13.6619, 3.7339, 23.1435, -0.06, 0.1279, -0.1026
Si, 17.8163, 5.7487, 22.9141, 0.0923, -0.0424, -0.0753
Si, 16.4687, 12.3856, 31.1374, -0.2592, -0.0642, 0.5457
Si, 16.5022, 0.0284, 31.0669, -0.2, 0.0551, 0.6219
Si, 16.7711, 4.8984, 31.125, -0.4284, -0.0117, 0.5675
Si, 15.5842, 7.5732, 30.2761, 0.022, 0.0169, 0.2056
Si, 19.6847, 12.4688, 31.0744, 0.2461, -0.0692, 0.626
Si, 19.6972, 0.1277, 30.9631, 0.3878, 0.1028, 0.5474
Si, 19.5864, 5.582, 30.7703, 0.4089, 0.5533, 0.1134
Si, 20.5792, 7.6851, 30.7041, -0.1746, -0.4129, 0.6142
Si, 24.8167, 11.4116, 30.6245, -0.0062, 0.0683, 0.1325
Si, 24.0269, 1.0333, 30.7771, -0.2254, -0.1285, 0.58
Si, 24.1825, 4.1199, 30.3153, -0.0747, -0.0128, 0.1756
Si, 25.0042, 8.4254, 30.4877, -0.0437, -0.0127, 0.1629
Si, 28.7141, 12.1039, 33.2499, 0.0241, -0.0235, 0.0304
Si, 27.0596, 0.1342, 31.2433, 0.3905, 0.2471, 0.5305
Si, 27.2294, 4.4621, 30.3838, 0.0429, 0.047, 0.0839
Si, 28.4854, 8.1238, 33.1263, 0.0299, -0.0181, -0.0029
Si, 20.7599, 12.1247, 33.1207, -0.0019, -0.0108, -0.0116
Si, 20.7481, 0.5515, 33.0419, -0.0376, -0.0078, 0.003
Si, 20.9447, 4.4328, 33.1339, 0.1002, -0.048, 0.596
Si, 21.0119, 8.2236, 33.0033, 0.0718, 0.0381, 0.0541
Si, 23.1725, 12.1162, 33.0306, -0.2058, -0.0158, 0.6083
Si, 23.1679, 0.6031, 32.9654, -0.0238, 0.0299, 0.0073
Si, 23.3488, 4.4524, 33.2987, -0.3015, -0.131, 0.6187
Si, 23.4582, 8.1863, 33.2497, -0.4226, 0.1475, 0.5264
Si, 27.3485, 12.4359, 31.4438, 0.5159, -0.1057, 0.5163
Si, 28.3743, 0.5462, 33.2142, -0.0228, -0.0426, -0.0192
Si, 28.2836, 4.255, 33.198, -0.1296, 0.1098, 0.7233
Si, 27.9264, 7.5779, 30.8668, 0.1147, 0.0636, 0.7007
Si, 31.1468, 12.1299, 33.2324, -0.0078, 0.0316, 0.0126
Si, 30.8072, 0.6411, 33.2801, -0.2252, -0.1966, 0.6141
Si, 31.3706, 4.3982, 33.2571, 0.1119, 0.0311, 0.7334
Si, 30.9081, 8.2212, 33.1333, -0.2599, 0.0459, 0.6086
Si, 20.1981, -1.3455, 34.3849, -0.0488, 0.0044, -0.0213
Si, 20.1953, 2.4931, 34.2942, -0.0466, -0.0058, -0.0653
Si, 20.2747, 6.361, 34.3442, -0.0596, -0.0225, -0.056
Si, 20.2352, 10.1303, 34.2613, -0.0372, 0.0093, 0.0254
Si, 23.8213, -1.3312, 34.2458, 0.0825, -0.0056, -0.0751
Si, 23.8335, 2.4297, 34.3787, 0.0472, 0.0239, -0.0901
Si, 23.8767, 6.3214, 34.597, 0.0326, 0.0148, -0.0437
Si, 23.8724, 10.2272, 34.347, 0.0078, 0.0003, -0.0702
Si, 27.9642, -1.3902, 34.5, 0.0482, 0.02, -0.0064
Si, 27.8934, 2.406, 34.5609, -0.0154, -0.0093, -0.064
Si, 27.8946, 6.2592, 34.4349, -0.0085, -0.0474, -0.0981
Si, 27.9482, 10.1239, 34.337, 0.045, 0.0337, -0.0656
Si, 31.5562, -1.2985, 34.48, 0.0054, -0.0207, -0.0837
Si, 31.5484, 2.4664, 34.5736, -0.0103, 0.0155, -0.0804
Si, 31.5733, 6.3801, 34.479, 0.013, -0.0189, -0.0602
Si, 31.5729, 10.1358, 34.4102, 0.0067, 0.0238, -0.0878
Si, 18.1425, -1.3795, 35.6128, -0.0117, 0.0293, 0.0343
Si, 18.1785, 2.4829, 35.5953, -0.0158, -0.0188, 0.0446
Si, 18.2221, 6.3466, 35.6254, 0.0005, -0.0034, 0.021
Si, 18.185, 10.1568, 35.5632, -0.0027, 0.0249, 0.0005
Si, 22.0441, -1.343, 35.8323, -0.0036, -0.0211, -0.0601
Si, 21.9927, 2.472, 35.8417, -0.0156, 0.0283, -0.0194
Si, 21.9906, 6.3345, 35.9578, -0.0084, 0.0195, -0.0405
Si, 22.0231, 10.1723, 35.8191, -0.0417, -0.0039, -0.0428
Si, 25.8474, -1.3819, 35.5932, -0.0161, 0.0004, 0.0371
Si, 25.8296, 2.4423, 35.6935, -0.0097, 0.0005, 0.0485
Si, 25.919, 6.3115, 35.7423, 0.0106, -0.0016, 0.037
Si, 25.9048, 10.1965, 35.5979, 0.0055, -0.0075, 0.0284
Si, 29.7584, -1.3474, 35.996, -0.007, 0.0018, -0.0164
Si, 29.7184, 2.4799, 36.0242, -0.0171, 0.0077, 0.0315
Si, 29.7197, 6.2911, 35.9232, -0.0223, 0.0022, 0.0096
Si, 29.7331, 10.1327, 35.8871, -0.026, -0.0433, -0.0232
Si, 18.1822, 12.079, 37.0013, 0.0106, -0.0154, -0.0314
Si, 18.1595, 0.5551, 37.0066, -0.0096, 0.0171, -0.0086
Si, 18.1827, 4.4035, 37.0128, 0.0151, 0.0127, -0.0001
Si, 18.1857, 8.2668, 37.023, -0.0321, -0.029, 0.0042
Si, 22.0251, 12.1032, 37.1528, 0.0314, -0.0231, 0.0202
Si, 22.0152, 0.5594, 37.1912, 0.032, 0.0136, 0.008
Si, 21.9992, 4.3749, 37.2151, 0.0086, 0.0219, 0.0627
Si, 22.0207, 8.2878, 37.2206, 0.0051, -0.0156, 0.0232
Si, 25.8736, 12.0977, 37.0211, -0.0114, 0.0069, -0.01
Si, 25.8546, 0.5149, 37.0561, 0.0451, -0.0006, -0.0143
Si, 25.8663, 4.3717, 37.094, -0.0204, 0.0069, 0.0049
Si, 25.8957, 8.2825, 37.0514, -0.0105, 0.0023, -0.0305
Si, 29.7328, 12.0648, 37.241, -0.0019, 0.0147, -0.033
Si, 29.7346, 0.5541, 37.3295, 0.0276, 0.0252, 0.0232
Si, 29.7125, 4.4132, 37.3104, 0.0013, -0.0012, 0.0101
Si, 29.7182, 8.2325, 37.242, 0.0023, -0.0401, -0.0063
Si, 20.0659, 12.1003, 38.4544, -0.0458, 0.0075, 0.0226
Si, 20.0455, 0.55, 38.4647, -0.0465, 0.0033, 0.0156
Si, 20.0413, 4.3877, 38.4937, -0.0195, -0.0029, 0.0105
Si, 20.0553, 8.2752, 38.4909, -0.0342, 0.0026, 0.0164
Si, 23.979, 12.0829, 38.4618, 0.0347, 0.0029, 0.0202
Si, 23.9696, 0.5454, 38.4925, 0.0263, 0.01, 0.0222
Si, 23.9651, 4.3924, 38.5039, 0.0171, 0.0012, 0.0196
Si, 23.9956, 8.2647, 38.4852, 0.0157, -0.0068, 0.0234
Si, 27.7531, 12.095, 38.4937, -0.0576, 0.0217, 0.03
Si, 27.7333, 0.5426, 38.5322, -0.0428, -0.0037, 0.0315
Si, 27.7362, 4.3929, 38.5541, -0.0214, 0.0065, 0.0289
Si, 27.7574, 8.2635, 38.5206, -0.0216, 0.0034, 0.0283
Si, 31.6816, 12.0987, 38.5396, 0.0351, 0.0066, 0.0201
Si, 31.7015, 0.5511, 38.5846, 0.0105, -0.019, 0.0235
Si, 31.6752, 4.41, 38.58, 0.0215, -0.0224, 0.0178
Si, 31.6694, 8.2676, 38.546, 0.0128, 0.0042, 0.0239
Si, 15.4242, 1.8918, 11.522, -0.0189, -0.0264, -0.0262
Si, 15.3983, 5.7195, 11.5071, -0.0051, 0.0102, -0.0154
Si, 15.3823, 9.6027, 11.4376, -0.0171, -0.0023, -0.0307
Si, 15.3941, 13.4386, 11.5396, -0.0221, 0.0154, -0.0219
Si, 19.2503, 1.897, 11.5327, 0.0249, -0.0099, -0.0359
Si, 19.2828, 5.7096, 11.5352, 0.0111, 0.0049, -0.0285
Si, 19.2562, 9.5696, 11.4895, 0.002, -0.0095, -0.0217
Si, 19.2591, 13.4187, 11.5638, 0.0289, 0.0265, -0.0099
Si, 23.0818, 1.88, 11.5813, -0.0211, -0.0245, -0.0079
Si, 23.0733, 5.6994, 11.5475, -0.0045, 0.0022, -0.0228
Si, 23.0792, 9.575, 11.5269, 0.0092, 0.007, -0.0304
Si, 23.0527, 13.3904, 11.577, -0.0115, 0.0119, -0.031
Si, 26.9582, 1.8745, 11.6207, 0.0321, 0.0007, -0.0104
Si, 26.968, 5.7122, 11.5803, 0.0065, 0.0137, -0.0176
Si, 26.9508, 9.5868, 11.5981, 0.0004, -0.0066, -0.0107
Si, 26.9486, 13.4023, 11.6227, 0.017, 0.0144, -0.0197
Si, 13.5361, 1.9022, 12.923, -0.0055, -0.0086, 0.0234
Si, 13.502, 5.6853, 12.912, -0.02, 0.016, 0.0196
Si, 13.4862, 9.6171, 12.8153, 0.0493, -0.0036, 0.0204
Si, 13.5078, 13.5048, 12.9658, 0.0007, -0.0101, 0.003
Si, 17.3349, 1.9058, 12.8903, -0.0209, -0.0101, 0.0531
Si, 17.3337, 5.7185, 12.8394, 0.0263, 0.0127, -0.0145
Si, 17.295, 9.5887, 12.7745, 0.0148, 0.0061, 0.0053
Si, 17.3163, 13.4027, 12.8916, -0.0071, -0.0293, 0.0175
Si, 21.139, 1.8856, 12.9336, -0.0269, 0.0054, 0.0054
Si, 21.1804, 5.6824, 12.9567, -0.0086, 0.0152, 0.0361
Si, 21.1584, 9.5846, 12.8748, -0.0167, -0.0158, 0.0118
Si, 21.1506, 13.4334, 12.9908, 0.0003, -0.0124, -0.0038
Si, 25.0079, 1.8739, 12.9444, -0.0343, -0.0057, 0.0697
Si, 25.0091, 5.7063, 12.8772, 0.0143, 0.0107, -0.0125
Si, 24.9881, 9.5402, 12.9025, -0.0291, 0.0385, -0.0007
Si, 24.9766, 13.3205, 12.9202, 0.0235, -0.0344, 0.0127
Si, 13.5456, 0.0575, 14.3853, 0.025, -0.0323, -0.0549
Si, 13.603, 3.7721, 14.3531, 0.0282, -0.0053, -0.0169
Si, 13.4631, 7.683, 14.1392, 0.014, -0.0163, -0.0204
Si, 13.4875, 11.5153, 14.2181, -0.0211, 0.0561, -0.0363
Si, 17.3323, -0.0401, 14.2127, 0.0155, -0.0004, -0.0179
Si, 17.3464, 3.8434, 14.2544, -0.0095, 0.0161, -0.0236
Si, 17.2814, 7.6814, 14.1066, -0.0167, -0.0312, -0.0298
Si, 17.2972, 11.4359, 14.2079, -0.007, 0.0261, -0.0446
Si, 21.1181, 0.0074, 14.3471, -0.0034, -0.0332, -0.0689
Si, 21.1856, 3.7516, 14.3679, 0.0314, -0.0021, -0.0058
Si, 21.185, 7.6665, 14.2271, 0.0289, -0.0095, -0.0522
Si, 21.0947, 11.4623, 14.2992, 0.0202, 0.0519, -0.0362
Si, 24.9703, -0.1261, 14.2043, -0.012, 0.014, -0.0057
Si, 25.0339, 3.8422, 14.2836, 0.0289, -0.0218, 0.0206
Si, 24.9624, 7.6095, 14.2365, -0.0013, 0.0108, -0.0196
Si, 24.9533, 11.3957, 14.3283, 0.0136, 0.0506, -0.0166
Si, 15.5383, 0.0903, 15.7193, -0.0711, -0.0177, 0.0857
Si, 15.5496, 3.8264, 15.788, 0.0006, -0.0307, 0.0459
Si, 15.3779, 7.6316, 15.4692, 0.0047, -0.0088, 0.0233
Si, 15.3894, 11.4692, 15.572, 0.0295, 0.0575, 0.0422
Si, 19.1626, -0.0527, 15.683, 0.015, -0.017, 0.062
Si, 19.2113, 3.7989, 15.6873, 0.0117, -0.0285, 0.0125
Si, 19.192, 7.7462, 15.4306, -0.0065, 0.0378, 0.0614
Si, 19.1559, 11.4336, 15.6506, -0.0011, 0.0573, 0.0418
Si, 23.0794, -0.0289, 15.636, -0.034, -0.0179, 0.052
Si, 23.1524, 3.7499, 15.7081, -0.0122, -0.0443, -0.0076
Si, 23.0722, 7.6099, 15.6474, 0.0272, 0.0351, 0.0606
Si, 22.9782, 11.3595, 15.684, 0.0593, 0.0405, 0.037
Si, 26.8803, -0.1011, 15.583, -0.0121, -0.0687, 0.0397
Si, 26.9319, 3.7787, 15.7096, -0.0049, -0.0146, 0.0224
Si, 26.8279, 7.5612, 15.6357, 0.0209, -0.0515, 0.0608
Si, 26.9049, 11.4383, 15.6951, -0.0373, 0.0662, 0.0348
Si, 16.3058, 1.9477, 17.1099, 0.0679, 0.0169, -0.023
Si, 15.3554, 5.8546, 17.0356, 0.0178, 0.0242, 0.0593
Si, 15.2825, 9.4991, 16.8577, -0.0234, 0.0561, 0.0754
Si, 15.6938, 13.4232, 16.8509, -0.1146, 0.0339, -0.7422
Si, 18.7733, 1.8671, 17.0175, -0.0563, 0.0547, 0.0274
Si, 19.0581, 5.8839, 16.7858, -0.0885, -0.0369, 0.0639
Si, 19.1204, 9.5063, 17.0159, 0.0253, 0.0065, 0.0654
Si, 18.7947, 13.3403, 16.9708, 0.1774, 0.0997, -0.7797
Si, 23.9029, 1.7999, 16.9196, 0.0791, 0.0108, 0.0005
Si, 22.8432, 5.7112, 17.0281, -0.0553, -0.0268, 0.0117
Si, 22.969, 9.4509, 17.1183, 0.0033, 0.0385, 0.0084
Si, 23.1754, 13.3665, 16.8791, -0.3298, -0.0091, -0.6826
Si, 26.421, 1.7845, 16.8711, -0.056, 0.0641, 0.0327
Si, 26.888, 5.6822, 17.1193, 0.3733, 0, -0.381
Si, 26.9478, 9.4606, 16.9951, 0.0402, -0.0383, 0.0186
Si, 26.3767, 13.4032, 16.9244, 0.5276, -0.0574, -0.6811
Si, 12.4596, 1.6196, 18.6319, -0.4496, 0.1866, -0.4022
Si, 13.4402, 6.506, 18.2835, 0.3414, 0.4025, -0.5309
Si, 13.32, 8.9647, 18.0759, 0.1867, -0.3759, -0.5293
Si, 13.2869, -1.3213, 18.7217, -0.1361, -0.135, -0.0736
Si, 15.2458, 2.1818, 19.2221, 0.4079, -0.1079, -0.5045
Si, 17.3148, 6.6043, 18.2143, -0.248, 0.1707, -0.5953
Si, 17.1206, 9.0318, 18.2108, -0.0105, -0.0037, -0.0092
Si, 18.3857, 8.6996, 22.6592, 0.051, -0.0151, -0.0914
Si, 20.2097, 1.4375, 18.9132, -0.3075, 0.2059, -0.4619
Si, 20.8613, 6.3916, 18.1398, 0.1277, 0.1483, -0.5328
Si, 20.9845, 8.7915, 18.3059, 0.1116, -0.0961, -0.6411
Si, 21.0112, 13.7766, 19.0464, -0.0726, -0.0124, -0.0239
Si, 23.1048, 2.3706, 19.0191, 0.1634, -0.1488, -0.6817
Si, 24.2314, 5.3109, 18.8236, -0.2508, 0.2589, -0.6175
Si, 25.0072, 9.7152, 18.2941, -0.0704, -0.127, -0.6716
Si, 26.1924, 12.1201, 19.4602, -0.1585, 0.1542, -0.167
Si, 14.8866, -0.4954, 20.9815, -0.0436, 0.0069, -0.1706
Si, 13.7615, -0.6358, 23.744, -0.0416, -0.0354, -0.066
Si, 15.3407, -0.8253, 26.4624, -0.09, 0.043, 0.0065
Si, 17.3501, 11.2726, 24.1734, 0.0608, 0.0103, -0.0628
Si, 17.2173, 12.7836, 21.506, 0.0426, -0.0835, -0.0547
Si, 20.2432, 13.461, 22.018, -0.0061, -0.0396, -0.032
Si, 22.9138, 5.0224, 24.1055, -0.0488, 0.1185, 0.016
Si, 20.7595, 2.8544, 23.8404, -0.1601, -0.0095, -0.0145
Si, 21.2802, 8.907, 21.4635, -0.0285, -0.1192, -0.1698
Si, 27.0768, 1.1148, 21.5368, -0.0574, 0.0349, -0.0661
Si, 24.0527, 0.6712, 21.5529, 0.0672, 0.0895, -0.1198
Si, 23.4143, 10.7188, 22.552, 0.067, -0.0424, -0.0602
Si, 19.1545, 5.4037, 20.3771, 0.0353, 0.2213, -0.1403
Si, 20.2277, 1.5671, 28.2107, -0.1853, -0.0317, 0.1832
Si, 12.6816, 5.3856, 20.8928, 0.1306, -0.0808, -0.042
Si, 16.233, 3.55, 21.7807, 0.0336, 0.0039, -0.1297
Si, 24.8084, 13.2888, 21.9778, 0.0343, -0.155, -0.0574
Si, 28.1335, 4.5711, 25.7488, 0.054, 0.0128, -0.0765
Si, 26.5344, -1.3919, 24.5706, 0.0732, 0.02, -0.108
Si, 23.7313, 10.7257, 25.5737, -0.0946, 0.0361, -0.0233
Si, 30.4129, 0.5243, 28.0396, 0.0155, 0.0203, -0.0097
Si, 21.1383, 9.6284, 26.3491, -0.0628, -0.007, 0.0071
Si, 29.3401, 3.4618, 28.2964, 0.003, -0.0444, 0.0444
Si, 22.3988, -1.8788, 25.88, -0.1253, 0.0152, 0.0443
Si, 31.7205, 10.8397, 28.8151, -0.0112, -0.0057, 0.1492
Si, 23.135, 6.633, 28.9985, -0.1345, -0.0224, 0.1799
Si, 29.9701, 7.0007, 25.7638, -0.0332, -0.0197, -0.0649
Si, 19.564, 10.1795, 29.0342, -0.0468, -0.063, 0.1734
Si, 25.5284, 0.9753, 26.3988, 0.1219, -0.0022, 0.0115
Si, 21.6396, 6.6419, 26.4033, 0.0467, -0.0275, 0.0656
Si, 25.5244, 8.9127, 21.1841, 0.0589, -0.0733, -0.1691
Si, 18.9677, 2.5829, 21.2393, -0.0636, 0.0137, -0.0844
Si, 29.1519, 9.7047, 24.9837, 0.0997, -0.0371, 0.0634
Si, 28.1411, 10.178, 20.6683, 0.0114, -0.0379, -0.092
Si, 27.5853, -0.0291, 28.2597, -0.0273, -0.0782, 0.2082
Si, 26.6689, 11.154, 26.0329, -0.012, 0.1207, 0.0658
Si, 26.7922, 12.4373, 28.6987, 0.0009, 0.0039, 0.1798
Si, 17.543, 1.4013, 26.797, -0.0132, 0.0703, -0.0156
Si, 21.8814, 0.1947, 23.6515, -0.0393, -0.1418, -0.0437
Si, 25.5004, 3.7959, 24.9826, -0.015, 0.0059, -0.0584
Si, 20.1216, 11.9571, 24.703, 0.0303, 0.0452, -0.0237
Si, 15.2157, 11.4806, 26.3863, 0.0031, 0.0385, 0.0605
Si, 22.9883, 0.1455, 28.0051, 0.039, -0.0511, 0.263
Si, 31.2815, 11.6736, 25.9495, 0.1006, -0.0994, 0.0783
Si, 23.6746, 6.7675, 21.6189, -0.0353, 0.0393, -0.1633
Si, 31.4427, 5.7343, 28.0962, 0.0156, 0.0429, 0.1438
Si, 27.5486, 3.7439, 22.9535, -0.0128, 0.0275, 0.0672
Si, 29.9958, 7.7703, 22.9509, 0.005, -0.1346, 0.0875
Si, 30.7599, 13.4684, 0.696, 0.0185, -0.0139, -0.014
Si, 30.7625, 1.8908, 0.7063, 0.0095, 0.0097, -0.0171
Si, 30.7586, 5.7425, 0.7042, 0.0164, 0.0006, -0.0041
Si, 30.7441, 9.614, 0.7186, 0.0072, -0.0006, -0.0102
Si, 3.881, 13.455, 0.7377, -0.0155, -0.0096, -0.0032
Si, 3.889, 1.8967, 0.7278, -0.0236, 0.0008, -0.0061
Si, 3.8806, 5.751, 0.732, -0.0186, 0.0028, -0.0029
Si, 3.8725, 9.6059, 0.7361, -0.0194, -0.003, -0.0117
Si, 7.686, 13.4358, 0.6861, -0.0105, -0.0067, -0.0047
Si, 7.691, 1.9014, 0.6698, 0.004, 0.0017, -0.0232
Si, 7.6802, 5.7446, 0.6931, -0.0002, 0.0121, -0.0137
Si, 7.6992, 9.5852, 0.6936, 0.0139, -0.0021, -0.0106
Si, 11.6086, 13.4339, 0.6193, -0.0209, -0.0149, -0.0126
Si, 11.6055, 1.889, 0.6006, -0.0106, 0.0125, -0.0208
Si, 11.6104, 5.725, 0.6222, -0.0162, 0.0052, -0.0161
Si, 11.6107, 9.5619, 0.615, -0.0178, 0.0062, -0.0139
Si, 15.3895, 13.4413, 0.603, 0.0264, -0.0096, -0.0069
Si, 15.3848, 1.8781, 0.5854, 0.0289, -0.0013, -0.0088
Si, 15.3797, 5.7126, 0.604, 0.0245, -0.0011, -0.0052
Si, 15.3872, 9.5787, 0.5933, 0.0172, 0.007, -0.0126
Si, 19.2995, 13.426, 0.6074, -0.0237, -0.0044, -0.0093
Si, 19.2872, 1.8641, 0.5953, -0.02, 0.0006, -0.0109
Si, 19.2925, 5.7156, 0.6167, -0.0024, 0.0023, -0.006
Si, 19.2918, 9.5799, 0.6012, -0.0114, -0.0026, -0.0109
Si, 23.0854, 13.4317, 0.632, 0.0133, 0.0011, -0.0131
Si, 23.081, 1.8649, 0.6345, 0.0307, 0.0099, -0.0096
Si, 23.0765, 5.7121, 0.6541, 0.0185, 0.0081, -0.0088
Si, 23.0717, 9.5842, 0.6406, -0.0018, -0.0134, -0.0163
Si, 26.9849, 13.4316, 0.666, -0.0088, -0.0034, -0.0103
Si, 26.9865, 1.8706, 0.6779, -0.0194, 0.0114, -0.0079
Si, 26.9944, 5.7293, 0.6873, 0.0094, 0.0031, -0.0101
Si, 26.9858, 9.5938, 0.6736, 0.0097, 0.0022, -0.0204
Si, 1.9236, 13.4509, 2.0499, 0.0046, 0.0031, 0.0064
Si, 1.9324, 1.8943, 2.0477, -0.0008, -0.0111, 0.0092
Si, 1.9262, 5.7455, 2.0506, -0.0014, -0.0039, 0.0049
Si, 1.9193, 9.5994, 2.0555, 0.0049, -0.0068, 0.0066
Si, 5.797, 13.4421, 2.0866, 0.0084, 0.0073, 0.0201
Si, 5.8032, 1.9018, 2.0779, -0.0054, -0.0032, 0.0275
Si, 5.7911, 5.7467, 2.0908, 0.008, 0.0012, 0.0203
Si, 5.7958, 9.5928, 2.0822, 0.0022, -0.0055, 0.0128
Si, 9.661, 13.4341, 1.9771, 0.0025, 0.0083, -0.0023
Si, 9.661, 1.8935, 1.9665, 0.0027, -0.0092, 0.0003
Si, 9.6595, 5.7403, 1.9788, 0.0023, 0.009, 0.005
Si, 9.6692, 9.5854, 1.984, -0.0012, 0.0073, 0.0098
Si, 13.5012, 13.4357, 2.0061, -0.001, 0.0183, 0.0166
Si, 13.4976, 1.8866, 1.9919, -0.0065, 0.0002, 0.0271
Si, 13.499, 5.7235, 2.0133, -0.0034, -0.0111, 0.0286
Si, 13.5026, 9.5729, 2.004, -0.007, -0.0099, 0.012
Si, 17.3432, 13.4256, 1.9397, 0, -0.001, 0.0084
Si, 17.3361, 1.8755, 1.9313, 0.0007, -0.0022, 0.0084
Si, 17.3348, 5.7196, 1.9431, -0.0015, -0.0061, 0.0031
Si, 17.3387, 9.5786, 1.9361, -0.0003, 0.0052, 0.0067
Si, 21.1862, 13.4232, 2.0135, -0.0039, 0.007, 0.0255
Si, 21.1761, 1.8701, 2.0065, 0.0079, -0.0042, 0.02
Si, 21.1767, 5.7211, 2.0279, -0.0005, 0.0064, 0.0178
Si, 21.1741, 9.577, 2.0179, 0.0049, 0.0041, 0.022
Si, 25.0268, 13.4314, 1.989, -0.0016, 0.0213, 0.0052
Si, 25.0241, 1.8762, 1.9921, -0.0013, -0.001, 0.0104
Si, 25.0273, 5.7196, 1.9977, -0.0079, -0.0095, 0.0039
Si, 25.0217, 9.5823, 1.9897, -0.004, 0.002, -0.002
Si, 28.8648, 13.4393, 2.0785, -0.0001, 0.0055, 0.0222
Si, 28.8673, 1.8851, 2.0872, 0.0002, -0.0117, 0.0166
Si, 28.8714, 5.7358, 2.0957, -0.0057, -0.005, 0.0162
Si, 28.855, 9.5983, 2.0979, 0.0064, 0.0005, 0.0264
Si, 1.9311, -0.0211, 3.4158, -0.0049, -0.0004, -0.016
Si, 1.9296, 3.8183, 3.4098, -0.0103, -0.0014, -0.0185
Si, 1.9274, 7.6699, 3.4107, -0.001, 0.0004, -0.0153
Si, 1.925, 11.5244, 3.4111, -0.0068, 0.0073, -0.0183
Si, 5.7958, -0.02, 3.43, 0.0047, -0.0074, -0.0072
Si, 5.7914, 3.8202, 3.4342, -0.0074, 0.005, -0.013
Si, 5.7916, 7.6721, 3.4358, -0.0089, -0.0018, -0.0081
Si, 5.7932, 11.5165, 3.4324, -0.0022, 0.0012, -0.0087
Si, 9.6523, -0.0258, 3.3395, -0.0016, -0.0057, -0.0156
Si, 9.6511, 3.8133, 3.3435, 0.0043, 0.0017, -0.0198
Si, 9.6545, 7.662, 3.3505, -0.0001, 0.0001, -0.0143
Si, 9.656, 11.5129, 3.3476, 0.0044, -0.0034, -0.0122
Si, 13.4949, -0.0295, 3.3595, -0.002, -0.002, -0.0032
Si, 13.4945, 3.8006, 3.3644, 0.004, 0.003, -0.0047
Si, 13.4974, 7.6532, 3.3654, 0.0108, -0.0008, -0.0088
Si, 13.496, 11.5043, 3.3565, -0.0063, -0.0008, -0.0113
Si, 17.342, -0.04, 3.3116, -0.0021, 0.001, -0.0203
Si, 17.341, 3.7952, 3.3124, 0.0028, -0.0037, -0.0201
Si, 17.3394, 7.6513, 3.3083, 0.005, -0.0004, -0.0229
Si, 17.3412, 11.5009, 3.3117, -0.0069, 0.0053, -0.0187
Si, 21.1855, -0.0442, 3.3737, -0.0036, 0.0013, -0.0086
Si, 21.1839, 3.7911, 3.374, 0.0048, 0.0034, -0.0128
Si, 21.1826, 7.6515, 3.3764, -0.0017, 0.0011, -0.0108
Si, 21.1826, 11.5002, 3.3751, -0.0032, -0.0017, -0.0125
Si, 25.028, -0.0411, 3.3681, 0.0028, 0.0025, -0.0141
Si, 25.0282, 3.7971, 3.3678, 0.0084, -0.0035, -0.0143
Si, 25.0257, 7.6528, 3.3582, 0.0091, -0.0035, -0.0215
Si, 25.0247, 11.5061, 3.3622, 0.0034, 0.0077, -0.0252
Si, 28.8674, -0.0339, 3.4421, -0.0035, 0.0026, -0.0071
Si, 28.8678, 3.8087, 3.4431, -0.0027, 0.0056, -0.009
Si, 28.8678, 7.6648, 3.4416, 0.0083, -0.0005, -0.0102
Si, 28.8646, 11.5214, 3.4445, 0.0046, -0.0004, -0.0099
Si, 30.7955, -0.0305, 4.7947, 0.0015, -0.0032, 0.012
Si, 30.7966, 3.8133, 4.7959, 0.0013, -0.0089, 0.0154
Si, 30.7958, 7.664, 4.7952, 0.0085, 0.0016, 0.0208
Si, 30.7937, 11.5178, 4.7968, 0.0055, -0.0031, 0.0171
Si, 3.8558, -0.0216, 4.7702, -0.0052, 0.0022, 0.0091
Si, 3.8521, 3.8196, 4.7735, 0.0035, -0.0086, 0.0117
Si, 3.8508, 7.6703, 4.7725, 0.0005, 0.001, 0.0157
Si, 3.8511, 11.5199, 4.7698, -0.0007, -0.0032, 0.0108
Si, 7.7448, -0.0229, 4.7379, -0.007, 0.005, 0.0087
Si, 7.7423, 3.8185, 4.7436, -0.0099, -0.0047, 0.0096
Si, 7.7435, 7.6697, 4.7455, 0.0094, 0.0023, 0.0128
Si, 7.744, 11.5173, 4.7429, 0.008, 0.0041, 0.0149
Si, 11.5646, -0.0266, 4.7117, 0.0001, 0.0045, 0.0126
Si, 11.5635, 3.8099, 4.7185, 0.0041, -0.0056, 0.0139
Si, 11.5673, 7.6606, 4.7225, -0.0026, 0.0029, 0.0142
Si, 11.5693, 11.5126, 4.7184, -0.0041, 0.0094, 0.0165
Si, 15.4323, -0.0338, 4.6949, -0.0011, 0.0011, 0.0129
Si, 15.4324, 3.8001, 4.6993, -0.0074, -0.0029, 0.0163
Si, 15.4333, 7.656, 4.701, -0.0059, -0.0048, 0.0177
Si, 15.4313, 11.5029, 4.6972, 0.0077, 0.0038, 0.0146
Si, 19.2485, -0.042, 4.7056, 0.0026, 0.0004, 0.0131
Si, 19.2481, 3.7947, 4.7083, 0.002, -0.0021, 0.014
Si, 19.244, 7.6498, 4.707, -0.0005, 0.0013, 0.0171
Si, 19.2465, 11.5001, 4.7099, 0.004, 0.005, 0.0151
Si, 23.1107, -0.0443, 4.7361, -0.0037, 0.0042, 0.0136
Si, 23.1107, 3.7948, 4.7376, -0.0006, -0.0035, 0.0166
Si, 23.1121, 7.6496, 4.7346, -0.0071, 0.0026, 0.0163
Si, 23.1098, 11.4995, 4.7371, -0.0061, 0.0032, 0.0151
Si, 26.9298, -0.0383, 4.7702, 0.0084, 0.0013, 0.0166
Si, 26.9293, 3.8017, 4.7721, -0.0018, -0.0031, 0.0171
Si, 26.9257, 7.6538, 4.7652, 0.0002, 0.0007, 0.0136
Si, 26.9241, 11.5103, 4.7702, 0.0062, 0.0066, 0.0139
Si, 30.7967, 13.4382, 6.1616, 0.0043, 0.0033, -0.0101
Si, 30.7958, 1.889, 6.157, 0.0066, -0.004, -0.0124
Si, 30.7999, 5.7384, 6.1567, -0.0041, -0.0016, -0.0112
Si, 30.7983, 9.5896, 6.1519, -0.0023, 0.0034, -0.0124
Si, 3.8477, 13.4436, 6.1273, 0.0036, 0.0052, -0.014
Si, 3.8554, 1.8964, 6.1321, -0.0125, -0.0047, -0.0157
Si, 3.849, 5.7449, 6.1293, -0.0057, -0.0004, -0.013
Si, 3.8496, 9.5957, 6.1268, -0.0055, -0.0027, -0.0149
Si, 7.7316, 13.445, 6.0993, 0.0062, 0.0055, -0.0124
Si, 7.7334, 1.8942, 6.1036, 0.0112, -0.0072, -0.0137
Si, 7.7311, 5.7437, 6.1017, 0.0094, 0.0042, -0.0161
Si, 7.7381, 9.5956, 6.1042, -0.0054, -0.0036, -0.0121
Si, 11.5606, 13.4414, 6.0748, 0.0019, 0.0035, -0.0108
Si, 11.5636, 1.8887, 6.0824, -0.0126, -0.0032, -0.0112
Si, 11.5583, 5.7341, 6.0802, -0.002, -0.0014, -0.0135
Si, 11.562, 9.589, 6.0804, -0.0018, -0.0045, -0.0143
Si, 15.4308, 13.4312, 6.0543, -0.001, 0.0019, -0.0166
Si, 15.4299, 1.8814, 6.0675, 0.0133, -0.0016, -0.0135
Si, 15.4285, 5.7275, 6.0556, 0.0142, -0.0021, -0.0189
Si, 15.4293, 9.5817, 6.0646, 0.0012, 0.0024, -0.0162
Si, 19.2557, 13.426, 6.0716, -0.0148, 0.0054, -0.0178
Si, 19.255, 1.8744, 6.0768, -0.0059, -0.0044, -0.0155
Si, 19.2542, 5.7222, 6.0666, -0.0051, -0.0001, -0.0192
Si, 19.247, 9.5737, 6.0718, -0.0013, -0.0011, -0.0183
Si, 23.1115, 13.4228, 6.1041, 0.0092, 0.0117, -0.0167
Si, 23.1126, 1.8729, 6.1069, 0.012, -0.0036, -0.015
Si, 23.1167, 5.7224, 6.0978, 0.0043, 0.0017, -0.0161
Si, 23.1126, 9.5733, 6.1007, 0.0103, 0.0016, -0.0157
Si, 26.9363, 13.4301, 6.1383, -0.017, 0.0118, -0.013
Si, 26.9367, 1.8791, 6.138, -0.0073, -0.001, -0.0121
Si, 26.9361, 5.7288, 6.1296, -0.0034, -0.0023, -0.0152
Si, 26.9295, 9.5793, 6.1255, -0.0001, 0.0004, -0.0165
Si, 1.9461, 13.4402, 7.5261, 0.0007, 0.0015, 0.0161
Si, 1.947, 1.8919, 7.5173, -0.0019, -0.0025, 0.0097
Si, 1.9481, 5.7428, 7.5273, 0.0129, -0.0043, 0.0227
Si, 1.9459, 9.5927, 7.52, 0.0167, 0.0021, 0.0219
Si, 5.7908, 13.4531, 7.446, -0.0086, -0.0097, 0.0027
Si, 5.7986, 1.8917, 7.4574, -0.0045, 0.0022, 0.0049
Si, 5.7933, 5.7463, 7.4507, 0.0017, -0.0028, 0.0107
Si, 5.7964, 9.6001, 7.4461, 0.0076, 0.0064, 0.0076
Si, 9.6484, 13.449, 7.4619, -0.0064, 0.0021, 0.0203
Si, 9.6512, 1.8917, 7.4649, -0.0088, 0.0035, 0.0113
Si, 9.6454, 5.74, 7.4681, -0.0113, -0.0047, 0.0209
Si, 9.6539, 9.5974, 7.4725, 0.017, 0.0053, 0.02
Si, 13.5017, 13.4473, 7.4036, -0.0014, -0.0008, 0.009
Si, 13.5007, 1.8838, 7.4212, -0.0031, -0.0005, 0.0111
Si, 13.4993, 5.7281, 7.4086, 0.0017, 0.0042, 0.0148
Si, 13.4982, 9.5903, 7.4162, 0, 0.0018, 0.0165
Si, 17.3399, 13.4323, 7.4356, 0.0112, 0.003, 0.012
Si, 17.3412, 1.8784, 7.4463, -0.0037, 0.0009, 0.021
Si, 17.3383, 5.7248, 7.4331, -0.0079, -0.0048, 0.0168
Si, 17.3368, 9.5801, 7.4503, 0.0026, 0.0027, 0.0254
Si, 21.176, 13.4272, 7.4441, -0.0027, -0.0068, 0.0126
Si, 21.1768, 1.8652, 7.4467, -0.0028, 0.0095, 0.0123
Si, 21.1791, 5.7174, 7.4327, -0.002, 0.0043, 0.0156
Si, 21.1722, 9.5695, 7.4342, -0.013, -0.0023, 0.0145
Si, 25.0174, 13.4272, 7.499, 0.0054, -0.0036, 0.0094
Si, 25.0185, 1.87, 7.5018, -0.0057, -0.001, 0.0164
Si, 25.0218, 5.7223, 7.4974, 0.0026, -0.0061, 0.0229
Si, 25.0169, 9.5733, 7.4992, 0.0007, 0.0081, 0.0254
Si, 28.862, 13.4328, 7.5063, 0.008, -0.0089, 0.0124
Si, 28.8623, 1.8775, 7.5036, -0.0038, 0.004, 0.0122
Si, 28.8617, 5.7293, 7.4958, 0.0007, 0.0079, 0.0147
Si, 28.8572, 9.5807, 7.4853, 0.0058, -0.004, 0.0103
Si, 1.9521, -0.0227, 8.8926, 0.0017, 0.0157, -0.011
Si, 1.955, 3.8099, 8.8846, -0.0009, -0.0253, -0.0092
Si, 1.9487, 7.6721, 8.8907, -0.0052, 0.0048, -0.0074
Si, 1.9474, 11.5147, 8.8886, -0.0009, -0.002, -0.0029
Si, 5.7869, -0.0266, 8.8252, 0.0028, -0.0011, -0.0201
Si, 5.7955, 3.8193, 8.8024, -0.0069, -0.0043, -0.0145
Si, 5.7844, 7.6765, 8.799, -0.004, 0.0152, -0.0152
Si, 5.7825, 11.5314, 8.7923, 0.005, -0.0043, -0.0249
Si, 9.6466, -0.0219, 8.8386, 0.0056, 0.008, -0.0079
Si, 9.6412, 3.8107, 8.8267, 0.0079, -0.0157, -0.009
Si, 9.6385, 7.6668, 8.8279, 0.0017, -0.0075, -0.0034
Si, 9.6408, 11.5329, 8.8272, -0.0057, 0.0038, 0.0005
Si, 13.5071, -0.0346, 8.7874, 0.0034, -0.0124, -0.0251
Si, 13.4972, 3.8082, 8.7732, 0.0088, 0.0015, -0.0206
Si, 13.4955, 7.6547, 8.7576, 0.0035, -0.0067, -0.0173
Si, 13.4905, 11.531, 8.756, 0.0096, 0.0102, -0.0224
Si, 17.344, -0.042, 8.8131, -0.0034, -0.011, -0.0149
Si, 17.3378, 3.8058, 8.7999, 0.0111, 0.0132, -0.0194
Si, 17.3384, 7.643, 8.7997, 0.0008, -0.0182, -0.0157
Si, 17.3373, 11.5174, 8.8012, -0.0093, 0.0179, -0.0115
Si, 21.1794, -0.0482, 8.8285, 0.0009, 0.002, -0.0191
Si, 21.18, 3.7927, 8.7961, 0.0004, 0.0024, -0.0282
Si, 21.18, 7.6412, 8.792, -0.0028, -0.0024, -0.0227
Si, 21.1694, 11.4966, 8.7905, 0.0108, -0.0005, -0.0177
Si, 25.0188, -0.0477, 8.8805, 0.0065, 0.0083, -0.0154
Si, 25.027, 3.7934, 8.861, -0.0003, -0.0073, -0.016
Si, 25.0267, 7.6456, 8.8655, -0.0028, 0.0034, -0.0056
Si, 25.0219, 11.5041, 8.8591, -0.0018, 0.0231, -0.016
Si, 28.8632, -0.038, 8.8826, -0.002, 0.0075, -0.0101
Si, 28.8701, 3.8029, 8.8578, -0.0033, 0.0026, -0.0159
Si, 28.8628, 7.6593, 8.849, -0.0033, 0.0089, -0.0224
Si, 28.8619, 11.498, 8.8517, -0.0078, -0.0194, -0.0192
Si, 30.7922, -0.0269, 10.2457, 0.0211, -0.0171, 0.0055
Si, 30.7889, 3.8086, 10.229, 0.0192, -0.0035, 0.0066
Si, 30.7729, 7.6669, 10.2269, 0.002, -0.0002, 0.0122
Si, 30.7738, 11.4896, 10.2264, 0.015, 0.014, 0.0094
Si, 3.8953, -0.0154, 10.2384, -0.0233, -0.0039, 0.0069
Si, 3.9118, 3.8102, 10.2108, 0.0005, 0.0076, 0.0013
Si, 3.9048, 7.6905, 10.2198, 0.0124, -0.0165, 0.0234
Si, 3.9065, 11.5285, 10.2121, 0.0177, 0.0079, 0.013
Si, 7.6999, -0.0279, 10.186, 0.0056, -0.0069, 0.0032
Si, 7.6971, 3.8085, 10.1726, 0.0125, 0.0087, -0.0025
Si, 7.6854, 7.6797, 10.1666, 0.0119, 0.0041, 0.0119
Si, 7.6821, 11.5433, 10.1573, 0.0118, -0.0005, 0.0127
Si, 11.5999, -0.028, 10.1656, -0.0173, 0.0095, 0.0095
Si, 11.5896, 3.8067, 10.1496, -0.035, -0.005, 0.0044
Si, 11.5957, 7.6535, 10.1407, 0.0199, 0.0123, 0.0154
Si, 11.5952, 11.5592, 10.1456, -0.0041, -0.0061, 0.0184
Si, 15.4178, -0.0345, 10.1672, 0.0145, 0.0053, 0.013
Si, 15.4062, 3.8043, 10.1464, 0.0124, -0.0102, 0.0192
Si, 15.3981, 7.6437, 10.1354, 0.0081, 0.0158, 0.0251
Si, 15.3925, 11.5423, 10.1293, 0.0061, -0.0052, 0.0148
Si, 19.2581, -0.0458, 10.1926, -0.0167, 0.0124, 0.0126
Si, 19.2647, 3.8044, 10.1576, -0.0175, -0.0151, 0.0116
Si, 19.2674, 7.6317, 10.1586, 0.007, 0.0064, 0.0186
Si, 19.262, 11.5118, 10.1648, 0.0026, -0.0013, 0.0193
Si, 23.0826, -0.0541, 10.2283, 0.0042, -0.0096, 0.0112
Si, 23.0807, 3.783, 10.1879, 0.0037, 0.0005, 0.0148
Si, 23.0767, 7.6343, 10.1904, -0.0111, 0.0127, 0.0197
Si, 23.0701, 11.4966, 10.177, 0.0015, 0.0012, 0.005
Si, 26.943, -0.0523, 10.2575, -0.0206, -0.0114, 0.0108
Si, 26.9568, 3.7868, 10.2286, -0.0214, -0.0006, 0.0147
Si, 26.9601, 7.6538, 10.234, 0.0239, -0.002, 0.0215
Si, 26.9515, 11.5003, 10.2265, -0.0104, 0.0143, 0.0154
O, 33.9373, 11.9813, 31.1696, 0.0658, -0.5537, -0.1586
O, 33.0409, 0.9995, 29.8314, -0.0239, 0.4784, 0.0126
O, 33.7995, 6.5153, 31.2045, -0.332, 0.2358, 0.3889
O, 7.3301, 5.1274, 30.1009, -0.1249, -0.5905, -0.3055
O, 15.8857, 8.1615, 31.7517, 0.4442, 0.014, -0.2092
O, 4.4471, 4.4373, 32.0346, 0.0306, -0.11, -0.5297
O, 4.7222, 8.4424, 31.7139, -0.0923, 0.3013, -0.1922
O, 11.9211, 11.782, 32.0265, 0.1817, -0.0178, -0.4822
O, 10.6517, 11.1852, 29.8568, 0.0769, 0.3701, -0.7092
O, 9.7228, 0.4195, 29.8059, -0.0819, 0.2656, -0.2563
O, 9.8014, 4.2486, 30.3033, -0.0548, -0.4806, -0.5373
O, 11.8498, 8.7881, 29.4438, 0.3828, 0.1058, -0.4475
O, 11.5563, 0.4979, 31.7842, -0.2054, 0.3383, -0.2006
O, 14.0484, 0.6166, 32.6513, 0.124, 0.2093, -0.4871
O, 11.5751, 4.541, 32.0903, -0.1639, -0.2185, 0.0957
O, 14.1027, 4.4253, 32.7116, -0.0545, -0.062, -0.4421
O, 12.3187, 8.0154, 31.8855, -0.2455, 0.1553, -0.1374
O, 28.7026, -0.2351, 18.3705, -0.3574, -0.3773, -0.0953
O, 4.1096, 1.8194, 18.2064, 0.1769, 0.3229, 0.3561
O, 4.099, 13.2128, 18.4798, -0.2489, -0.3016, 0.3077
O, 32.0975, 2.4736, 23.8018, -0.6062, 0.3049, 0.5213
O, 6.3661, 5.2987, 19.5825, -0.263, -0.4389, 0.2916
O, 8.5103, 5.8998, 18.2775, 0.1449, 0.4527, 0.2412
O, 9.0917, 11.1376, 19.0708, 0.3085, 0.2018, 0.4552
O, 11.912, 13.3193, 18.2807, -0.102, -0.2586, 0.5061
O, 31.2121, -2.1242, 25.7037, -0.6307, 0.0381, 0.0441
O, 15.2643, 0.791, 20.0712, 0.3622, -0.0969, 0.0102
O, 4.7053, 12.7951, 27.5654, -0.0714, -0.1601, -0.1633
O, 9.2093, 2.7185, 27.1631, 0.4566, 0.0275, 0.2156
O, 15.8603, 1.0767, 30.0115, -0.2212, 0.0565, -0.3779
O, 29.2411, 7.9415, 29.9884, -0.2769, 0.225, -0.2518
O, 16.2517, 8.633, 29.2684, 0.1191, -0.2681, -0.3071
O, 4.6841, -1.2463, 30.766, -0.1974, -0.0204, 0.0284
O, 4.9881, 10.1527, 27.997, 0.1893, -0.2022, -0.2076
O, 3.949, -0.1056, 28.1206, -0.0197, -0.0929, -0.04
O, 4.8336, 1.335, 30.0379, 0.2881, 0.6491, -0.0701
O, 3.4027, 2.4808, 28.0144, 0.2181, -0.2387, -0.7341
O, 31.3823, 8.21, 31.5485, 0.3113, 0.1453, -0.089
O, 3.6896, 1.8743, 22.8319, 0.421, -0.0366, 0.4102
O, 8.6526, 12.5423, 25.7517, 0.249, 0.1155, 0.2909
O, 9.6873, 9.4054, 28.1499, -0.5401, -0.3227, 0.1521
O, 7.8729, 2.1889, 29.3955, -0.3828, 0.3403, 0.0704
O, 9.2165, 6.4773, 31.3523, 0.3623, -0.0508, 0.1795
O, 11.6547, 6.5962, 21.1119, -0.333, 0.1114, -0.3084
O, 18.004, 9.8806, 23.6822, 0.1984, -0.1107, 0.2914
O, 13.2498, 13.2843, 23.3416, 0.1717, -0.1664, 0.303
O, 9.172, 11.9361, 31.9606, -0.021, -0.0714, -0.3516
O, 14.6833, 3.2321, 28.989, -0.1127, 0.4227, -0.0748
O, 12.2754, -0.2025, 29.3269, 0.5624, -0.201, -0.1219
O, 12.2296, 3.6112, 29.6833, 0.1688, -0.3221, -0.1029
O, 12.3345, 6.3122, 25.8071, 0.0083, 0.224, 0.4197
O, 11.7345, 6.1792, 30.0184, -0.2209, -0.0469, -0.5049
O, 14.018, 7.4588, 29.9555, -0.1334, -0.2548, -0.4645
O, 27.0307, 1.2828, 19.9385, -0.5804, 0.0005, 0.0301
O, 17.5659, 2.3949, 25.4946, -0.3029, -0.0606, -0.6481
O, 29.1181, 9.2301, 19.796, 0.3165, -0.373, 0.3598
O, 33.3282, 9.8987, 22.0587, 0.231, -0.107, 0.2548
O, 29.7981, 13.2511, 20.0081, -0.0592, -0.3006, -0.2145
O, 6.4366, 11.3454, 25.0084, -0.1362, 0.1712, 0.1956
O, 31.5301, 2.8053, 20.0863, 0.3214, -0.2922, 0.0384
O, 5.3102, 13.4542, 20.9109, 0.4617, 0.26, 0.46
O, 32.3784, 5.2602, 19.7067, -0.0759, 0.0288, 0.2527
O, 30.9178, 0.28, 19.5259, 0.3822, -0.1962, 0.5665
O, 32.6623, 7.7674, 18.9133, 0.2451, -0.1655, 0.5503
O, 3.0916, 12.2703, 21.2053, 0.1527, 0.0903, -0.4187
O, 5.7659, -0.2504, 18.912, 0.2786, -0.0593, -0.1053
O, 5.8193, 7.6886, 18.7498, 0.4016, -0.2306, -0.0155
O, 4.1758, 6.2669, 20.3659, -0.5457, -0.2508, 0.058
O, 5.7157, 10.0061, 19.8862, -0.3616, 0.2675, 0.1636
O, 10.3584, -1.1224, 24.7597, 0.4504, -0.1383, 0.0075
O, 27.8578, 4.7442, 21.7412, -0.378, 0.1077, -0.3222
O, 8.5837, 1.2108, 20.1693, 0.0177, -0.4197, -0.2848
O, 10.1243, 8.481, 21.799, -0.1715, 0.1752, 0.4171
O, 5.2781, 8.1415, 21.7521, -0.0186, -0.0388, 0.1363
O, 9.4862, 8.4889, 19.3013, 0.1503, -0.3428, -0.3263
O, 9.7679, -0.2104, 21.9935, 0.5598, 0.2194, -0.0111
O, 10.9733, 12.7793, 22.0366, 0.1714, 0.0282, -0.0156
O, 32.2482, -0.054, 24.4578, 0.1771, -0.1979, -0.1526
O, 19.1663, 5.6178, 21.993, 0.6225, 0.0807, 0.1852
O, 32.7204, 10.4206, 19.5776, -0.0284, 0.3595, -0.0106
O, 29.0047, 5.6999, 19.609, 0.0423, -0.0347, 0.3293
O, 5.0527, 5.8592, 22.9288, 0.1041, 0.2836, 0.152
O, 12.6768, 2.6158, 22.5134, 0.0658, -0.6723, 0.1566
O, 6.3617, 1.6076, 24.849, -0.2753, 0.2916, 0.0953
O, 7.8374, -0.4822, 25.0371, 0.198, 0.2549, -0.2317
O, 20.2763, 3.164, 28.0518, 0.3228, -0.0559, 0.2226
O, 17.2132, 11.5378, 20.4549, 0.3206, 0.3205, -0.3637
O, 7.0585, 11.6043, 27.5821, 0.2743, 0.0257, 0.1928
O, 10.1811, 2.3932, 21.9136, -0.0624, 0.2508, 0.183
O, 10.6874, -1.7429, 30.733, -0.2594, -0.0114, -0.2399
O, 18.0256, 10.4109, 28.6241, 0.0045, 0.1603, -0.5483
O, 33.0424, 3.9857, 21.9036, 0.2827, 0.5341, -0.2253
O, 6.7299, 3.5254, 27.3522, -0.0356, -0.0847, 0.0704
O, 11.5415, 7.339, 23.6213, -0.2136, -0.1396, 0.2008
O, 15.5448, 10.5264, 27.6378, -0.546, -0.1582, 0.0028
O, 13.0086, 4.3591, 27.2658, 0.1148, 0.296, 0.1496
O, 4.4865, 4.8212, 27.6749, -0.1265, 0.1522, -0.3095
O, 31.5104, 11.8617, 30.041, -0.3805, 0.1755, -0.2247
O, 6.2708, 3.6525, 23.3312, 0.1389, -0.0874, -0.5622
O, 30.7904, -0.2359, 29.4157, -0.4927, -0.2627, -0.0785
O, 5.4048, -0.5921, 26.0043, -0.0458, -0.4409, -0.5531
O, 8.5352, 3.1823, 24.661, -0.0043, 0.3509, 0.08
O, 10.8729, 4.0847, 25.6406, -0.2883, 0.3313, -0.0802
O, 25.2309, 8.741, 19.5931, 0.1313, -0.6925, 0.0712
O, 32.385, 0.6549, 21.9475, -0.4654, -0.0982, -0.2891
O, 20.8871, 8.0508, 26.1553, -0.3149, -0.0803, -0.113
O, 19.3343, 1.3241, 20.2959, -0.1526, -0.6426, 0.4167
O, 13.649, 11.3557, 25.9909, -0.233, 0.2875, 0.1127
O, 32.7419, 11.0876, 25.555, 0.1625, 0.299, -0.0722
O, 9.6088, 9.0295, 30.7609, 0.089, 0.2786, 0.4237
O, 13.1585, 11.3786, 21.5659, 0.2613, 0.4467, -0.4851
O, 32.5009, -1.2947, 31.0793, 0.3676, 0.2498, -0.0975
O, 31.3157, 8.2649, 22.1802, -0.1099, -0.0351, -0.71
O, 22.372, 7.7239, 21.5988, -0.0616, -0.2364, 0.1906
O, 4.6726, 12.4218, 23.362, -0.225, 0.4426, 0.5732
O, 10.4626, 1.5004, 25.1955, -0.2938, -0.0098, -0.0822
O, 22.7014, -1.3191, 27.3666, -0.1046, -0.4575, 0.473
O, 17.2208, 13.3555, 17.4711, -0.0623, -0.1575, 0.1644
O, 4.2261, 10.0986, 24.5622, 0.01, -0.1591, 0.232
O, 31.3995, 11.6932, 21.4729, -0.0574, 0.0406, 0.1898
O, 6.0404, 10.4311, 22.5521, 0.1158, 0.3202, 0.1153
O, 31.1466, 6.5634, 26.7507, 0.3734, 0.3995, -0.0333
O, 28.0392, -0.8412, 24.2879, 0.1451, 0.2289, 0.4829
O, 12.7941, 8.9434, 25.2762, 0.4739, -0.2005, 0.1717
O, 16.6928, 0.0569, 26.5531, 0.152, -0.3538, -0.1536
O, 3.6652, 4.0246, 24.168, -0.3735, 0.0255, 0.3461
O, 16.0225, 11.2199, 30.1006, -0.4323, -0.228, -0.0799
O, 31.3311, 0.9145, 31.7526, -0.1704, 0.3855, -0.2223
O, 18.0997, 0.2091, 31.1753, -0.0486, 0.2431, 0.211
O, 32.5087, 4.3968, 32.086, 0.0745, -0.1972, -0.2228
O, 18.2165, 5.4441, 31.6408, 0.0837, -0.0428, 0.6908
O, 22.3607, 13.2801, 18.3018, 0.0852, -0.3732, 0.5768
O, 20.6261, 4.5464, 31.5003, 0.1865, -0.1251, -0.3936
O, 27.6483, 10.1502, 25.2739, -0.3715, -0.4545, -0.0256
O, 23.5886, 12.1035, 31.4193, -0.4417, 0.2075, -0.5728
O, 26.0841, 11.4099, 31.6613, -0.0259, -0.5953, 0.4034
O, 25.6348, 0.8984, 31.0399, 0.1165, 0.3743, 0.143
O, 24.0535, 4.6544, 31.833, 0.2272, 0.0511, -0.0851
O, 25.7214, 4.2669, 29.8521, -0.0358, 0.1483, -0.689
O, 24.4136, 7.9674, 31.9231, 0.0447, -0.4756, -0.071
O, 27.3336, 3.921, 31.9098, -0.5439, -0.182, 0.089
O, 29.8413, 4.3579, 32.6323, 0.0509, 0.1135, -0.4803
O, 13.7444, 2.6238, 18.7289, 0.0221, 0.7028, 0.0374
O, 14.5804, 13.367, 18.0468, -0.0966, -0.1516, 0.3373
O, 27.6187, 6.0277, 30.4818, 0.1576, -0.0175, -0.2269
O, 19.6964, 13.1603, 18.3232, -0.0367, -0.1227, 0.2444
O, 21.4623, 2.5038, 19.024, -0.1166, 0.6019, -0.1428
O, 27.9843, -0.1999, 21.8004, 0.0066, -0.1015, -0.2711
O, 24.7674, 13.5265, 17.1304, -0.0142, 0.3386, 0.0285
O, 11.949, 5.8992, 17.9279, -0.2178, -0.2581, 0.3451
O, 25.7813, 5.5224, 18.3554, 0.1906, -0.177, 0.159
O, 26.7878, 13.2861, 18.5123, 0.4263, 0.2021, 0.2456
O, 27.3729, 11.0377, 19.5457, 0.2631, -0.1413, -0.5878
O, 7.0325, -0.1037, 30.377, 0.1395, -0.6563, -0.5718
O, 14.8217, -0.7211, 24.9438, 0.4005, 0.2217, -0.1838
O, 29.017, -0.089, 27.5163, -0.0344, -0.1896, -0.514
O, 19.983, 8.5953, 22.3863, 0.1304, -0.2833, 0.4179
O, 31.1939, 9.3756, 29.1782, -0.268, -0.012, -0.2015
O, 20.0433, -1.415, 30.5378, 0.4532, -0.0185, -0.6064
O, 21.028, 13.3014, 20.5976, 0.1923, -0.2191, 0.0694
O, 19.0412, 0.9852, 27.2663, 0.2543, -0.4193, -0.1213
O, 20.0326, 1.1565, 29.7659, 0.2072, 0.1959, -0.1256
O, 27.8405, 0.3176, 29.8252, 0.3297, 0.3778, -0.0752
O, 19.7267, 8.8114, 29.8872, -0.4082, -0.1502, 0.2834
O, 21.9519, 7.3431, 29.8648, 0.0646, 0.2674, -0.0989
O, 25.2216, 10.4623, 26.0837, 0.1548, -0.2828, 0.1919
O, 17.7115, 9.0281, 21.2386, 0.2576, -0.3866, -0.2206
O, 23.2547, 5.05, 29.3605, -0.3452, -0.2721, -0.1606
O, 24.5138, 7.3828, 29.3671, 0.549, 0.0046, -0.186
O, 20.5446, 5.8992, 19.7071, 0.4938, -0.2002, 0.494
O, 25.5074, 2.2584, 25.4426, 0.0905, -0.2216, 0.0963
O, 5.7542, 5.127, 25.4256, 0.2326, 0.4, -0.0662
O, 13.6018, -1.2564, 20.308, -0.0917, -0.2223, 0.5942
O, 26.6853, 1.0928, 27.5297, 0.1749, 0.4586, 0.2202
O, 13.4998, 5.0867, 22.2569, 0.385, 0.3673, -0.0088
O, 23.4536, 0.0764, 29.5725, -0.2612, -0.4692, -0.0409
O, 25.2879, 12.2082, 29.2934, -0.377, 0.0058, -0.2028
O, 30.5277, 4.7745, 21.5334, -0.0551, 0.1706, 0.6341
O, 11.8836, 1.4896, 20.1566, -0.0989, -0.3096, 0.1003
O, 13.1423, 0.2025, 18.1843, 0.0071, -0.0192, -0.377
O, 25.5388, 1.0976, 22.0226, -0.0439, 0.0669, 0.4127
O, 13.1425, 9.805, 19.4754, -0.2108, 0.331, -0.0437
O, 23.8796, 3.7801, 19.2543, 0.1507, -0.0378, 0.4483
O, 28.4868, 4.0553, 24.2442, 0.5071, -0.0157, -0.0335
O, 23.5485, 10.188, 24.064, 0.0496, -0.4662, 0.0936
O, 15.6911, 3.3603, 20.2598, -0.223, 0.5477, -0.264
O, 17.8655, 6.1387, 19.7085, -0.1618, 0.1531, 0.3912
O, 16.8025, 12.1635, 22.9428, -0.35, 0.1018, 0.1587
O, 24.0756, -0.8986, 21.1974, -0.5131, -0.1864, -0.5108
O, 20.8009, -0.5788, 22.7224, -0.1075, 0.1885, -0.1165
O, 24.1246, 0.887, 27.1546, -0.169, 0.4542, -0.1516
O, 22.0492, 3.7664, 23.623, 0.2045, -0.0728, -0.0968
O, 27.0706, 9.272, 21.4735, 0.3428, -0.4292, 0.3236
O, 20.8513, 9.1306, 19.9146, -0.4013, 0.1475, 0.0382
O, 17.5103, 2.5541, 21.9405, -0.1875, -0.5153, 0.5281
O, 26.5281, 4.6261, 25.9136, -0.4314, 0.189, 0.3493
O, 23.5494, 1.4435, 20.2516, -0.1165, -0.2608, 0.1049
O, 18.3346, 4.5231, 26.8343, -0.5792, 0.3464, 0.3922
O, 23.8718, 6.1515, 20.1478, -0.2858, 0.15, 0.0946
O, 21.9952, 10.2727, 21.9478, -0.1979, 0.4239, 0.0936
O, 24.9492, 11.2931, 18.8026, -0.3466, 0.2223, -0.0012
O, 7.6993, 8.9297, 21.1941, 0.1801, 0.2568, 0.2231
O, 25.8379, 12.6323, 20.93, 0.1173, -0.0938, 0.3312
O, 12.5214, 0.2622, 24.2417, 0.1131, 0.527, -0.1739
O, 14.4774, 0.013, 22.4534, 0.0269, 0.61, 0.1203
O, 20.1036, 11.4173, 29.9202, 0.4479, 0.0266, -0.2522
O, 7.5171, 7.7401, 29.843, -0.2671, 0.3333, -0.4612
O, 29.0915, 6.9795, 21.9033, -0.1795, 0.5178, -0.2162
O, 13.7323, 5.8741, 19.7672, 0.4058, 0.0497, 0.5164
O, 33.8561, 8.9554, 26.7083, 0.0436, -0.4221, -0.1694
O, 11.087, 10.6247, 26.2959, -0.0867, 0.6467, 0.2923
O, 21.1123, 1.3899, 24.4102, -0.0493, 0.0104, 0.7388
O, 22.5993, -0.7483, 24.7423, 0.5374, -0.083, 0.1033
O, 31.5886, 6.7866, 29.3227, 0.5503, 0.0153, -0.0274
O, 18.9978, 3.8076, 20.1695, -0.2388, -0.2307, -0.7301
O, 23.4361, 12.3109, 25.6036, 0.3085, 0.262, -0.0304
O, 25.677, -1.5734, 23.2202, -0.019, 0.0682, -0.2625
O, 22.7189, 9.9151, 26.5254, 0.429, -0.0148, 0.3726
O, 7.2252, 0.9344, 27.2092, 0.1433, -0.4922, 0.3621
O, 5.1936, 6.5958, 29.8409, -0.3515, -0.4103, -0.3589
O, 20.051, 2.7069, 22.4043, 0.0622, -0.167, 0.0054
O, 28.7393, 3.5163, 26.8001, 0.177, -0.5062, -0.466
O, 22.8894, 6.826, 27.4146, 0.518, 0.0654, -0.3255
O, 33.3066, 10.7534, 28.5334, 0.3388, 0.3409, -0.1329
O, 15.2401, 9.8151, 20.9879, -0.0605, -0.263, 0.5281
O, 21.647, 0.9895, 27.7754, 0.0921, 0.1102, -0.4631
O, 12.7688, 1.862, 27.7901, -0.1009, 0.1222, -0.2457
O, 24.6214, 10.1349, 21.6785, 0.1383, 0.3595, -0.056
O, 14.2597, -0.2826, 27.5383, 0.1048, -0.1171, 0.4345
O, 30.2534, 4.755, 28.5336, -0.284, -0.0368, 0.1506
O, 15.6109, 13.0008, 26.7783, 0.0141, 0.0146, 0.2794
O, 11.9892, 11.1028, 23.9028, -0.2203, -0.2226, -0.1618
O, 30.4106, 6.8373, 24.2122, 0.3499, -0.5376, -0.0211
O, 16.1351, -1.4951, 30.5766, -0.4132, -0.0397, -0.3073
O, 8.5459, 6.4495, 20.7637, 0.02, -0.1563, 0.3795
O, 28.8876, 11.2604, 21.5932, -0.051, 0.0357, 0.6497
O, 18.0844, 12.3164, 31.3612, 0.0631, -0.1732, 0.3245
O, 27.8187, 2.271, 22.3707, 0.2753, -0.1836, 0.1404
O, 16.8988, 2.2849, 27.9732, 0.2227, 0.4345, 0.0271
O, 23.0241, 0.9073, 22.7636, 0.1826, 0.5721, 0.1946
O, 8.8152, 13.2503, 20.5006, 0.0059, 0.3405, 0.1563
O, 19.1966, 5.173, 29.2579, -0.199, 0.1721, -0.2918
O, 19.8469, 3.5671, 24.9455, 0.22, 0.2958, 0.2463
O, 25.0439, 7.5823, 21.9452, 0.2927, -0.2041, 0.6432
O, 20.4082, 10.1322, 27.6811, 0.0156, 0.0662, -0.1958
O, 26.8329, -1.4478, 28.1199, -0.1623, -0.0308, -0.5107
O, 16.1085, 10.9844, 25.1396, -0.2078, -0.2333, -0.3139
O, 18.5267, 12.0854, 24.9417, -0.1155, 0.4362, 0.4469
O, 20.4531, 12.2898, 23.1384, 0.1741, -0.5285, -0.3658
O, 5.5678, 11.8605, 29.8606, 0.4394, -0.1636, 0.0304
O, 26.6214, 8.4546, 30.4516, 0.1086, 0.203, -0.3289
O, 23.7256, 2.5632, 30.2751, -0.5585, -0.0612, -0.3632
O, 20.8749, 12.9667, 25.7224, -0.4718, 0.3163, 0.4056
O, 23.6219, 12.3165, 22.4832, -0.379, 0.4205, 0.4359
O, 29.834, 13.5008, 22.6156, 0.2801, -0.0382, 0.2846
O, 24.0614, 4.4729, 25.091, -0.1202, 0.1226, 0.5809
O, 12.8638, 8.8115, 21.8834, 0.2435, -0.335, 0.4748
O, 33.9028, 4.1836, 29.9068, 0.1021, -0.1706, 0.1579
O, 20.6054, 10.4495, 25.0566, -0.1268, -0.3141, -0.6117
O, 16.1503, -1.4917, 21.0475, 0.2204, 0.1062, -0.3851
O, 8.3741, 3.804, 19.887, 0.1151, 0.1086, 0.3101
O, 20.6588, 5.6108, 27.1333, 0.2308, 0.1353, -0.1499
O, 29.6024, 8.5538, 26.0373, 0.0216, 0.0348, 0.5864
O, 8.512, 1.3043, 31.9077, 0.206, 0.2031, 0.0765
O, 29.2151, 2.2571, 18.8958, -0.136, 0.6369, 0.1626
O, 30.9637, 11.3856, 27.5095, -0.3847, 0.304, -0.0215
O, 11.7515, -0.2629, 26.7354, -0.3943, -0.3021, 0.21
O, 16.9179, 3.5138, 30.2863, 0.5346, -0.3171, -0.2392
O, 6.7132, 6.1394, 27.743, 0.3937, 0.5131, -0.4811
O, 8.4791, 9.9735, 25.9656, -0.1936, -0.2423, -0.0362
O, 3.9832, 0.8106, 20.5102, -0.279, -0.3033, -0.1504
O, 7.839, 1.5851, 22.6677, -0.3822, -0.2518, 0.0314
O, 3.6416, -0.8132, 22.5331, -0.2016, -0.1382, 0.3691
O, 34.2178, 8.4417, 29.3572, -0.4672, -0.1414, -0.0035
O, 11.7992, 4.0719, 20.5299, -0.3569, 0.0309, -0.4509
O, 16.1681, 6.0684, 30.159, -0.1763, -0.2494, -0.3113
O, 15.1661, 3.1778, 22.9374, 0.1249, -0.5605, 0.4551
O, 28.1858, 3.5764, 29.4245, 0.0427, -0.4675, -0.1132
O, 16.6336, 5.1108, 22.0002, -0.2998, 0.2822, -0.556
O, 30.2179, 2.102, 28.3757, 0.2855, 0.1336, -0.1339
O, 18.6665, 13.4981, 21.6366, -0.2426, 0.5613, -0.2034
O, 29.1921, 9.0512, 23.5073, -0.231, 0.3906, -0.3981
O, 22.0698, 6.1022, 24.9507, -0.2932, 0.301, -0.2817
O, 24.4362, 9.9081, 30.1954, -0.1844, -0.0977, -0.5965
O, 8.6213, 13.1659, 23.1664, -0.439, -0.3882, -0.0349
O, 10.3907, 8.126, 25.9007, -0.4868, -0.5299, 0.0697
O, 26.703, -1.4421, 31.4851, -0.4456, 0.0858, 0.1231
O, 23.513, 5.676, 22.771, 0.0394, -0.3392, -0.0547
O, 27.8639, 12.2329, 29.9063, 0.3941, -0.2534, -0.1482
O, 17.7479, 4.877, 24.2777, -0.1676, 0.12, 0.0517
O, 31.572, 0.2122, 26.9557, 0.3744, 0.3889, -0.0426
O, 33.6347, -1.3712, 26.1866, 0.0628, -0.5879, -0.4865
O, 26.6291, 12.5623, 25.2741, -0.1334, -0.0228, 0.0629
O, 20.9433, -0.0102, 18.8048, 0.4519, 0.0061, -0.0583
O, 32.7093, 4.809, 27.7388, -0.02, -0.2171, -0.5302
O, 30.0477, 0.6596, 23.2778, -0.2541, 0.1294, 0.2443
O, 26.0131, 3.8792, 23.4424, -0.3228, -0.005, -0.2837
O, 27.1669, 11.3879, 27.5482, 0.234, -0.3039, 0.2324
O, 6.2206, 2.2093, 19.6288, -0.299, 0.4794, 0.1573
O, 32.7582, 8.7543, 24.3502, -0.5536, -0.2781, 0.1501
O, 13.3257, 4.0691, 24.6782, 0.2896, -0.1555, 0.2091
O, 17.7414, 7.3251, 23.2471, -0.408, 0.0286, 0.5184
O, 6.6998, 12.5969, 18.9779, -0.1033, -0.203, 0.0117
O, 25.7691, -0.3422, 25.5096, -0.1774, -0.0501, -0.0255
O, 30.1407, 10.9739, 25.0548, 0.0178, 0.3464, -0.5112
O, 2.909, 7.2575, 22.4113, -0.115, -0.2895, 0.163
O, 28.6897, 6.0541, 26.0244, -0.4863, 0.238, 0.096

Results
total energy: -213352.127 eV
total energy less fixed offsets of O -438.35, Si -107.03 eV per atom: -4.597 eV
